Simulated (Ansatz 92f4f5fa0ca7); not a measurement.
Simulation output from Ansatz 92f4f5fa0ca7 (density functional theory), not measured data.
Periodic cell of 251 atoms, Si165O86, from a study of silicon, its oxide and their interface. The atomic structure is a simulated model.
Doubt: the cutoff is far below the 930 eV that the study's wrapper takes by default for these files, so forces and energies are approximate.
This geometry differs little from another in the collection (a relaxation step or a small displacement).

Settings
functional: PBE
potential files: Ansatz PAW
basis: plane waves
wave-function cutoff: 580 eV
density cutoff ratio: 5
exchange-correlation grid ratio: 1
k mesh: 1 x 1 x 1, Gamma-centred
self-consistency stop: 5e-08 eV per atom in the density residual
occupations: fixed
spin: none
net charge: 0

Cell vectors (angstrom)
a	10.938	0	0
b	0	10.938	0
c	0	0	37.668

Atoms: element, x, y, z (angstrom)
Si	0	0	0.683
Si	5.469	0	0.683
Si	2.7345	2.7345	0.683
Si	8.2035	2.7345	0.683
Si	0	5.469	0.683
Si	5.469	5.469	0.683
Si	2.7345	8.2035	0.683
Si	8.2035	8.2035	0.683
Si	1.3673	1.3673	2.0503
Si	6.8362	1.3673	2.0503
Si	4.1018	4.1018	2.0503
Si	9.5708	4.1018	2.0503
Si	1.3673	6.8362	2.0503
Si	6.8362	6.8362	2.0503
Si	4.1018	9.5708	2.0503
Si	9.5708	9.5708	2.0503
Si	2.7345	0	35.6165
Si	8.2035	0	35.6165
Si	0	2.7345	35.6165
Si	5.469	2.7345	35.6165
Si	2.7345	5.469	35.6165
Si	8.2035	5.469	35.6165
Si	0	8.2035	35.6165
Si	5.469	8.2035	35.6165
Si	4.1018	1.3673	36.9837
Si	9.5708	1.3673	36.9837
Si	1.3673	4.1018	36.9837
Si	6.8362	4.1018	36.9837
Si	4.1018	6.8362	36.9837
Si	9.5708	6.8362	36.9837
Si	1.3673	9.5708	36.9837
Si	6.8362	9.5708	36.9837
Si	-0.2002	0.1633	27.5328
Si	5.5296	-0.1099	27.5964
Si	3.2973	2.1986	27.2696
Si	8.7248	2.6607	27.3762
Si	-0.756	6.084	27.4385
Si	5.2548	5.7835	27.4372
Si	2.9219	7.9904	27.5066
Si	8.5214	7.9345	27.7217
Si	1.5182	1.327	28.6751
Si	7.0017	1.4102	28.66
Si	4.1694	4.0133	28.588
Si	9.6145	4.2337	28.8817
Si	1.2242	6.8217	28.6418
Si	6.8376	6.8071	28.9063
Si	4.1059	9.5049	28.9057
Si	9.611	9.589	28.9526
Si	2.7295	-0.0288	30.1884
Si	8.2178	0.0509	30.1889
Si	0.1463	2.7752	30.0752
Si	5.5455	2.723	30.0489
Si	2.6881	5.3856	29.9655
Si	8.1357	5.404	30.2674
Si	0.0602	8.1945	30.2069
Si	5.498	8.1849	30.2481
Si	4.1469	1.3712	31.4608
Si	9.6548	1.4084	31.4686
Si	1.4337	4.1014	31.5073
Si	6.7983	4.0327	31.5748
Si	4.0607	6.76	31.4478
Si	9.5674	6.8256	31.5249
Si	1.4036	9.5496	31.5776
Si	6.8486	9.6069	31.5627
Si	0.0162	0.0084	32.8824
Si	5.4679	0.0192	32.8942
Si	2.7843	2.7255	32.8634
Si	8.2426	2.7111	32.8828
Si	0.0205	5.4584	32.8662
Si	5.4316	5.442	32.8808
Si	2.7682	8.1592	32.8857
Si	8.2196	8.2125	32.894
Si	1.3871	1.3767	34.2386
Si	6.8515	1.3676	34.2533
Si	4.0969	4.0934	34.2664
Si	9.5822	4.1056	34.2455
Si	1.3682	6.829	34.2487
Si	6.8248	6.8335	34.2326
Si	4.1089	9.5662	34.2483
Si	9.5782	9.5832	34.2542
Si	2.7498	0.0137	3.4117
Si	8.1815	-0.0009	3.4236
Si	-0.0019	2.7496	3.3997
Si	5.4748	2.7335	3.4257
Si	2.7326	5.4714	3.431
Si	8.1656	5.4413	3.4058
Si	-0.0113	8.1756	3.4077
Si	5.4511	8.2053	3.4046
Si	4.1123	1.3806	4.8059
Si	9.5354	1.421	4.7457
Si	1.35	4.1009	4.7914
Si	6.7893	4.126	4.8229
Si	4.1096	6.8452	4.7932
Si	9.5187	6.8009	4.7493
Si	1.3866	9.5507	4.7234
Si	6.7604	9.5934	4.7846
Si	0.0029	0.0167	5.9814
Si	5.4183	0.0001	6.2428
Si	2.7629	2.7746	6.1556
Si	8.1624	2.7591	6.173
Si	-0.087	5.4244	6.1382
Si	5.4364	5.5043	6.2259
Si	2.746	8.2156	6.1408
Si	8.1126	8.1674	6.0618
Si	1.4375	1.2581	7.3655
Si	6.7728	1.4458	7.5704
Si	4.0039	4.2109	7.619
Si	9.5452	4.0541	7.6026
Si	1.2459	6.8948	7.379
Si	6.8638	6.84	7.5932
Si	4.0814	9.511	7.646
Si	9.4721	9.6381	7.2291
Si	2.6351	-0.0761	8.9376
Si	8.2311	0.0045	8.7275
Si	-0.0083	2.4606	8.7074
Si	5.41	2.8461	8.9563
Si	2.4774	5.6388	8.8883
Si	8.259	5.4971	9.0242
Si	-0.1105	8.3654	8.5876
Si	5.5709	8.2575	9.0298
Si	3.808	1.5759	10.1474
Si	10.0634	0.6935	9.9429
Si	1.2269	3.348	10.4368
Si	6.5656	4.4598	10.3254
Si	4.5529	6.9247	10.7016
Si	9.4585	7.2612	10.1137
Si	0.7905	9.8861	10.1375
Si	7.1954	9.452	10.1436
O	6.6588	-0.7697	11.5237
O	8.2532	8.2796	10.6331
O	5.3531	5.4938	10.7666
O	-1.3178	1.2762	11.4352
O	1.5178	4.8864	9.9968
O	4.5838	0.9039	11.42
O	10.4888	7.1206	11.4194
O	4.1774	7.343	12.2552
O	0.3345	3.3824	11.819
O	3.1481	6.7747	9.875
O	13.5887	2.5877	10.7631
O	7.282	14.9768	11.743
O	8.1921	6.0034	24.8273
O	4.0401	6.8529	27.1129
O	11.1914	-0.7068	26.195
O	13.3318	-2.3314	26.0718
O	5.8821	5.4463	25.9394
O	2.8097	2.6191	25.7348
O	8.6383	3.5904	25.9789
O	4.4629	1.0451	26.974
Si	2.4131	6.275	16.0653
Si	8.2961	10.5868	23.8672
Si	3.956	10.4706	14.5454
Si	10.3292	2.252	12.5285
Si	14.0891	7.5946	13.5116
Si	9.3574	5.0131	25.4496
Si	10.8401	9.6479	22.7802
Si	2.8146	4.6339	18.6493
Si	7.0613	3.1808	15.9222
Si	12.7565	8.5535	17.8568
Si	0.351	8.4312	12.0628
Si	3.7937	10.8125	17.5348
Si	10.7153	4.411	22.66
Si	7.0328	9.1883	26.2942
Si	17.3008	0.225	21.5536
Si	10.9613	12.7461	17.2409
Si	0.8843	7.8245	20.5928
Si	5.8652	11.3563	12.2886
Si	-0.3531	7.1625	16.3473
Si	5.4419	5.7722	21.9789
Si	12.0507	11.5772	14.7021
Si	16.9864	-7.9117	20.8943
Si	9.5306	5.8614	20.2487
Si	9.9363	9.4616	14.61
Si	7.514	14.0023	13.0178
Si	9.5205	4.4798	17.5802
Si	5.8682	4.2487	18.2921
Si	6.4958	9.8455	18.7076
Si	2.2745	1.6211	24.5481
Si	2.152	12.6277	19.1518
Si	10.4914	1.5603	23.2713
Si	3.6497	1.4253	21.6784
Si	1.5307	9.7336	25.2948
Si	2.3738	5.6654	21.4971
Si	6.6173	6.4521	24.8628
Si	6.7741	6.8702	19.5194
Si	8.2309	0.3596	16.3825
O	10.729	14.3625	17.315
O	4.4117	10.8904	16.045
O	9.0361	1.1127	23.8685
O	9.7245	5.336	21.7715
O	14.3525	23.197	18.1709
O	9.3529	4.6093	19.2051
O	6.8763	1.7847	21.5341
O	9.5717	1.0003	17.0401
O	-0.7722	20.1487	13.008
O	9.1138	2.9572	13.3494
O	11.3357	10.1593	15.1086
O	5.2645	10.7918	13.6682
O	6.8798	12.5658	12.6273
O	8.6668	10.4062	15.0629
O	9.7501	1.4023	27.0411
O	7.255	12.5022	15.8812
O	16.5902	6.7988	20.7161
O	7.03	10.4788	22.855
O	12.5753	7.8673	12.9234
O	2.5484	4.974	17.0595
O	1.8557	8.4971	19.4776
O	9.714	6.0114	17.0664
O	8.2749	14.8221	16.7367
O	8.2221	6.8071	20.2423
O	6.6744	8.2409	18.6817
O	0.281	8.2607	17.3878
O	6.8686	10.4341	20.1855
O	2.3678	5.6496	19.8464
O	4.3982	4.5385	18.8501
O	11.2298	12.2842	13.5072
O	3.8511	5.4492	22.125
O	-0.1148	6.7656	19.852
O	12.9816	3.2965	19.0985
O	9.3584	9.4301	23.426
O	13.3541	1.1029	20.6537
O	0.6714	1.9295	24.4139
O	3.2215	6.3598	14.629
O	4.7253	0.1834	21.7324
O	2.626	11.3385	14.1553
O	3.6193	8.8938	14.3697
O	12.7378	7.1649	21.7778
O	6.5049	3.1459	19.3257
O	7.448	10.4439	17.5275
O	3.0779	1.8283	23.1474
O	11.6363	12.1314	18.6012
O	6.6532	16.6118	18.4071
O	10.3169	2.8626	22.3291
O	10.4438	4.7328	24.2456
O	9.6767	8.0037	15.3029
O	2.3755	10.0159	17.4551
O	6.3984	8.02	25.3021
O	5.9709	6.3696	23.3817
O	12.2871	4.6136	22.2282
O	4.9124	10.1283	18.4777
O	12.0177	12.5419	16.0076
O	7.7707	10.336	25.3758
O	2.5063	11.0068	25.0057
O	10.906	-2.0192	21.3491
O	6.8607	14.6236	14.3835
O	5.7546	3.6441	16.7841
O	6.3221	4.4201	21.6834
O	11.0793	11.2289	22.4385
O	4.4493	2.7043	21.0517
O	0.8618	6.4006	15.5785
O	0.9931	-1.8161	23.8805
O	13.7473	7.5036	17.0818

Results
free energy: -153802.533 eV
free energy less fixed offsets of O -568.88, Si -635.61 eV per atom: -3.203 eV

Forces (eV/angstrom), in the order of the atoms: element, x, y, z
Si	0.0066	0.0046	0.0096
Si	-0.0126	-0.0075	-0.0033
Si	-0.0249	0.0262	-0.0178
Si	0.0547	-0.0117	-0.0109
Si	-0.016	0.0018	-0.013
Si	-0.0061	0.0535	-0.0057
Si	-0.0272	0.0612	-0.0011
Si	-0.0011	0.0038	-0.0009
Si	0.0178	0.0061	-0.0302
Si	-0.007	0.0315	-0.0483
Si	-0.028	-0.0405	0.1011
Si	-0.0973	0.0654	-0.1428
Si	0.0234	-0.1065	-0.0677
Si	-0.0667	0.0334	-0.0614
Si	-0.0558	0.0583	-0.1446
Si	-0.0785	-0.0121	0.0989
Si	-0.0129	-0.0384	-0.0421
Si	-0.0047	-0.059	0.0963
Si	0.1103	-0.0109	-0.0521
Si	0.1168	-0.0012	0.0494
Si	-0.0795	-0.0337	0.0814
Si	-0.0392	0.0272	-0.1132
Si	0.0348	0.0287	-0.0282
Si	0.0767	0.0049	0.0032
Si	0.0446	-0.0541	-0.0033
Si	-0.0162	-0.0156	-0.0123
Si	-0.0196	-0.0029	0.011
Si	-0.0021	-0.0271	0.0156
Si	-0.0141	-0.0138	-0.0086
Si	0.0043	0.0387	-0.0118
Si	-0.013	-0.0376	0.002
Si	0.0342	-0.0106	0.0096
Si	0.0083	0.0093	-0.0109
Si	0.0095	-0.0225	0.0095
Si	0.0062	0.0033	-0.0349
Si	-0.011	0.0036	0.0173
Si	-0.0035	-0.011	-0.0084
Si	-0.01	-0.0292	-0.0143
Si	-0.0194	0.0084	0.0252
Si	0.0055	-0.0019	-0.0034
Si	-0.0156	0.0025	0.0194
Si	-0.0016	0.0001	0.0005
Si	-0.0016	0.013	0.0143
Si	-0.0019	0.0071	-0.0041
Si	0.0116	0.0013	0.0053
Si	0.017	0.0202	0.0163
Si	0.0017	0.0014	0.0013
Si	-0.0148	-0.0043	0.0158
Si	0.0088	-0.0016	0.0001
Si	0.0009	0.0007	0.0075
Si	-0.0046	-0.0013	0.0044
Si	0.0066	-0.0014	0.0049
Si	-0.0003	0.0058	0.0015
Si	0.0108	-0.0059	0.001
Si	0.0111	-0.0052	-0.0001
Si	-0.0059	-0.0032	0.0046
Si	-0.0016	0.0014	0.0024
Si	0.0007	0.0007	0.0034
Si	-0.0003	-0.0036	0.0085
Si	-0.0041	0.0037	0.0043
Si	0.0007	0.001	0.0023
Si	-0.0039	0.0023	0.0008
Si	-0.0041	0.0047	0.0021
Si	0.008	-0.005	-0.0024
Si	0	-0.0018	0.0012
Si	-0.0025	0.0024	0.0038
Si	0.0012	0.0003	0.0061
Si	0.0029	-0.0028	0.0014
Si	0.0027	-0.0012	0.0057
Si	-0.0013	-0.0005	0.0009
Si	0.0045	0	0.0008
Si	-0.0025	0.0004	0.0031
Si	0.001	-0.0005	0.0018
Si	0.0014	0.002	0.003
Si	0.0022	0.0013	0.0005
Si	-0.0015	0.0006	0.004
Si	-0.0008	0.0028	0.0052
Si	-0.0008	-0.002	0.0016
Si	-0.0028	-0.0011	0.0016
Si	0.0013	0.0013	0.0006
Si	-0.0001	-0.0008	-0.0042
Si	0.0002	0.0003	0.0001
Si	-0.0001	0.0008	0.0028
Si	-0.0029	-0.0003	-0.0015
Si	0.0007	-0.0014	0.0008
Si	-0.0005	0.0014	-0.0016
Si	-0.0014	0.0015	-0.0009
Si	0.0016	-0.0002	0.0011
Si	0.0033	0.0005	0.0016
Si	-0.0021	0.0001	0.0016
Si	-0.0012	-0.0001	0.0017
Si	0	-0.0015	-0.0017
Si	-0.0003	0.0009	-0.0017
Si	0.0021	0.0044	0.0018
Si	0.0028	-0.0014	0.0021
Si	0.0025	-0.0023	0.0022
Si	-0.001	0.0065	-0.001
Si	-0.0003	0.0006	0.0023
Si	0.0031	0.0065	-0.008
Si	0.0017	-0.0021	0.0029
Si	0.0024	0.0015	0.0005
Si	-0.0006	0.0013	-0.0097
Si	-0.0023	-0.0055	0.0001
Si	-0.0037	0.0014	-0.0055
Si	0.001	-0.0099	0.0151
Si	0.0015	0.0011	-0.004
Si	0.0052	-0.0128	-0.0061
Si	-0.001	0.0052	-0.003
Si	-0.0018	0.0094	-0.0003
Si	0.0017	0.0017	0.0098
Si	0.0047	0.0005	-0.0006
Si	0.0046	-0.0047	0.0035
Si	0.0031	0.0133	-0.005
Si	0.0033	0.0152	-0.0258
Si	-0.0057	-0.0023	-0.004
Si	-0.0021	-0.0034	-0.0013
Si	0.0221	0.0251	-0.0044
Si	-0.0053	0.0009	-0.0075
Si	-0.0045	-0.0052	0.0023
Si	-0.002	0.0026	-0.0137
Si	-0.0025	-0.0045	-0.0267
Si	0.0176	-0.0069	-0.0112
Si	0.0095	0.005	0.0168
Si	0.0103	0.0049	-0.0023
Si	0.0101	0.0049	-0.0019
Si	0.0004	0.0073	-0.0244
Si	-0.0109	-0.0166	0.0113
Si	-0.0252	-0.0264	0.0405
O	0.0055	-0.0021	-0.0106
O	-0.0005	-0.0006	0.0173
O	-0.0115	0.0076	0.0064
O	-0.0152	0.0032	0.007
O	-0.0149	-0.0147	0.0103
O	-0.0041	-0.0051	0.0126
O	0.0071	-0.0058	0.0171
O	-0.0042	-0.0032	0.0119
O	0.0118	0.0036	-0.0069
O	0.0066	-0.0089	0.009
O	-0.0059	0.0104	0.013
O	-0.0012	0.0026	0.0076
O	0.006	-0.0007	0.0022
O	0.0083	0.004	-0.025
O	-0.0005	0.0025	-0.0016
O	0.0041	-0.006	-0.0017
O	-0.0011	0.0028	0.0098
O	-0.0012	-0.0016	0.015
O	-0.001	0.0011	-0.0036
O	0.0078	-0.0043	-0.0124
Si	0.001	-0.0068	-0.0072
Si	-0.006	0.0108	0.0042
Si	0.0113	-0.0011	-0.0134
Si	-0.0048	0.0088	0.0086
Si	-0.001	-0.0125	-0.0118
Si	-0.0076	0.0053	0.0158
Si	0.0162	-0.0028	0.0113
Si	-0.0023	-0.0032	-0.0032
Si	0.0001	0.0028	-0.0098
Si	0.0034	0.0009	-0.0069
Si	0.0026	0.0085	-0.0108
Si	-0.0003	0.0013	0.0023
Si	0.0026	0.0021	0.0041
Si	-0.0289	0.0052	0.0307
Si	-0.0007	-0.0006	-0.001
Si	0.0038	0.0052	-0.0024
Si	0.0044	0.0024	-0.0059
Si	0.0129	0.0131	-0.0092
Si	0.0014	-0.0014	-0.0017
Si	0.0025	0.0029	0.0081
Si	-0.0069	0.0047	-0.0124
Si	-0.0013	-0.0008	0.0033
Si	0.0007	0.0021	-0.0038
Si	-0.0091	-0.0022	-0.0104
Si	0.0072	0.0038	-0.0103
Si	-0.0011	0.0022	-0.0047
Si	-0.0037	0.0064	0.0008
Si	-0.0049	-0.0051	-0.0051
Si	0.0087	-0.0024	0.0142
Si	-0.0015	0.0036	-0.0038
Si	0.0069	0.0063	0.0177
Si	-0.0069	0.0047	0.0112
Si	0.0055	0.0091	-0.0055
Si	0.0053	-0.0003	-0.0112
Si	-0.0024	-0.0187	-0.0014
Si	0.0017	0.0032	-0.0027
Si	-0.0026	-0.0029	-0.0083
O	0.0007	-0.0023	0.0058
O	0.0003	-0.0009	0.0112
O	-0.0029	-0.0056	-0.0058
O	0.0039	-0.0046	0.0058
O	0.0019	-0.0026	0.0016
O	0.002	0.0029	0.0051
O	0.0039	0.0007	0.0035
O	0.0018	0.0009	0.0052
O	0.0021	-0.0021	0.0056
O	0.0018	-0.0007	0.0013
O	0.0023	0.004	0.0048
O	-0.0107	-0.012	0.0281
O	-0.0006	-0.012	0.0013
O	0.0023	0.0008	0.0117
O	0.0019	-0.007	-0.0105
O	0.0015	-0.0022	0.0101
O	-0.0012	-0.0004	-0.0012
O	0.0054	-0.0014	0.0043
O	-0.002	0.003	0.0065
O	0.0017	-0.001	0.0067
O	-0.0033	0.0012	0.0055
O	0.0007	-0.0007	0.0066
O	0.0031	-0.0015	0.0048
O	0.0013	-0.0003	0.004
O	-0.0005	0.0053	0.0063
O	0.0011	-0.0005	0.0055
O	0.0013	0.0001	0.0016
O	0.0021	0.0024	0.0134
O	-0.001	-0.0003	-0.0004
O	0.0096	-0.0041	0.0127
O	-0.0016	0.0004	0.0026
O	-0.0027	0.0024	0.0075
O	0.0027	-0.0002	0.0032
O	-0.0011	-0.0056	-0.0037
O	-0.002	-0.0019	-0.0008
O	-0.0016	0.0001	-0.0068
O	0.0054	0.0001	0.0043
O	0.005	-0.0027	0.0028
O	0.0016	0.0013	0.0055
O	-0.0022	0.0056	0.0065
O	-0.0007	0.0033	0.0059
O	0.0059	-0.003	0.0019
O	0.0016	0.0045	0.0023
O	0.0004	0.0011	-0.0043
O	-0.0005	-0.003	0.0028
O	0.0024	-0.001	0.0038
O	0.0004	0.0013	0.0006
O	0.0061	0.002	-0.0096
O	-0.0018	0.0034	0.0042
O	0.0055	0.0041	0.0008
O	-0.0026	0.0109	0.0084
O	-0.0047	-0.0005	-0.0052
O	-0.0027	0.0008	0.0036
O	0.0028	0.0011	-0.0009
O	0.0029	-0.0019	0.0041
O	0.0167	0.0102	-0.0093
O	-0.0074	0.0023	0.0047
O	0.0004	-0.0045	-0.0018
O	0.0016	0.0028	0.013
O	-0.0013	-0.0017	0.0077
O	0.002	-0.0031	-0.0021
O	-0.0029	0.0013	-0.0049
O	0.002	0.0016	-0.0019
O	-0.0027	0.0003	0.004
O	-0.0043	-0.0017	-0.0006
O	0.0045	0.0046	0.0077

The program warned: the cutoff lies below the one the program advises for these potential files; the exchange-correlation potential is rough where the density is thin.
